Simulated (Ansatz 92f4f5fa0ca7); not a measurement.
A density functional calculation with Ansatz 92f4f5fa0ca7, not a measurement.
Periodic cell of 193 atoms, Si117O76, from a study of silicon, its oxide and their interface. The atomic structure is a simulated model.

Settings: functional PBE; potential files Ansatz PAW; basis plane waves; wave-function cutoff 700 eV; density cutoff ratio 5; exchange-correlation grid ratio 2; k mesh 2 x 2 x 1, shifted by 0.5 0.5 0.5 of a step; self-consistency stop 5e-08 eV per atom in the density residual; occupations Fermi-Dirac, 0.05 eV; spin none; net charge 0.

Cell vectors (angstrom)
a  11.5983  0  0
b  0  11.5983  0
c  5.3715  -4.2837  25.6973

Atoms and the computed forces on them: element, x, y, z (angstrom), force x, y, z (eV/angstrom)
Si  8.395  10.0374  -1.2619  0.0676  0.4196  -0.1104
Si  7.1946  2.0958  -0.8997  0.2487  0.0479  -0.2716
Si  8.2429  6.9964  -1.0905  -0.0837  0.2811  -0.1593
Si  1.5454  9.8126  -0.4599  -0.4976  -0.0026  -0.4681
Si  1.0798  3.4601  -0.331  -0.4571  -0.2727  0.1619
Si  0.1141  6.7404  1.6001  -0.2149  -0.0769  -0.092
Si  4.6818  11.5181  2.8736  0.0693  -0.0002  0.1571
Si  5.0468  4.1319  -1.1618  -0.0537  0.0029  -0.1366
Si  2.2503  6.186  -4.3806  0.0069  0.193  -0.2916
Si  0.1908  -1.1733  1.4866  0.0561  0.0972  0.1784
Si  -0.0864  2.7317  1.5493  0.2342  0.0546  -0.0241
Si  1.9582  7.5291  0.2944  0.0295  -0.5483  -0.2152
Si  5.6617  9.8309  -2.2581  0.2879  0.2345  -0.3285
Si  3.9387  3.8754  0.8545  -0.1337  0.0214  -0.6482
Si  4.1217  7.3759  1.409  -0.011  0.2161  0.0289
Si  9.3994  10.5375  1.5646  -0.1051  -0.1183  -0.1021
Si  9.1174  2.64  1.4423  0.0516  -0.1798  -0.1946
Si  9.1971  6.6084  1.1642  0.3092  -0.0498  0.3669
Si  0.6772  0.7981  2.7562  -0.1652  0.1019  -0.1403
Si  0.5136  4.7065  2.7841  -0.1026  -0.0232  0.0353
Si  0.5833  8.6037  2.9571  -0.0009  0.018  0.1924
Si  4.7267  0.8465  0.7299  0.3536  -0.3279  0.649
Si  4.4434  5.2451  2.6048  0.1353  0.1442  0.5982
Si  4.5696  9.0728  2.9919  0.0579  0.0851  0.0026
Si  8.63  0.7873  2.8151  0.0055  0.0201  0.0463
Si  8.5195  4.6901  2.5126  0.1399  0.1252  -0.0112
Si  8.6014  8.5124  2.5986  -0.0214  0.0531  -0.1057
Si  10.4393  0.8454  4.3015  0.012  -0.0655  0.0131
Si  10.2347  4.6852  4.1948  0.1624  0.0952  0.0232
Si  10.2662  8.5243  4.3155  0.1101  0.1285  -0.0043
Si  2.6978  0.7731  4.0185  -0.0419  -0.02  -0.0133
Si  2.5727  4.7731  3.9921  -0.1505  0.0554  0.0838
Si  2.6049  8.6602  4.2176  -0.3178  -0.1056  -0.0159
Si  6.6156  0.6848  4.0637  0.1164  -0.0284  0.0491
Si  6.5048  4.7335  3.8296  -0.1016  0.0684  0.0193
Si  6.643  8.559  4.045  0.1759  -0.0519  -0.126
Si  10.3443  10.4971  5.6205  -0.0628  0.1305  -0.0376
Si  10.3372  2.8038  5.6272  0.0272  0.0201  -0.0767
Si  10.3187  6.5532  5.6268  -0.048  -0.0772  -0.0922
Si  2.5321  10.579  5.5608  0.0364  -0.0586  0.0394
Si  2.6564  2.7996  5.356  0.0222  0.0462  -0.0026
Si  2.6126  6.6503  5.4195  0.0427  -0.0096  0.0789
Si  6.6569  10.4236  5.5026  -0.0508  0.0162  0.0856
Si  6.5205  2.7489  5.2987  0.0104  -0.0663  -0.0563
Si  6.6078  6.5654  5.3508  0.0063  -0.066  0.0731
Si  0.6456  10.6228  6.9862  -0.0477  -0.2077  0.0803
Si  0.7339  2.9013  6.8874  -0.0444  -0.0098  -0.0319
Si  0.7453  6.6779  6.8386  -0.0096  0.1265  -0.0087
Si  4.6036  10.4804  6.7206  0.0661  -0.0252  -0.0273
Si  4.6095  2.7415  6.6899  -0.0166  0.026  0.0796
Si  4.634  6.6594  6.6567  -0.1031  -0.0081  0.0011
Si  8.4562  10.4166  7.0031  -0.0439  -0.0578  0.1013
Si  8.3662  2.7253  6.9484  0.1165  -0.0839  -0.0373
Si  8.3993  6.4217  6.982  0.0081  0.1718  0.0407
Si  0.6587  1.0189  8.3032  -0.015  0.0457  -0.0476
Si  0.8527  4.85  8.2871  -0.0144  0.0275  0.3405
Si  0.6261  8.5948  8.2143  0.0004  0.1522  -0.0377
Si  4.5362  0.7896  8.0889  0.014  0.0187  -0.0631
Si  4.7365  4.725  7.962  -0.2016  -0.0545  0.1749
Si  4.5945  8.5607  8.0837  0.0629  -0.0635  0.0315
Si  8.3568  0.7824  8.318  0.0025  -0.1353  0.1412
Si  8.3121  4.5283  8.5459  -0.1393  0.0631  0.448
Si  8.4889  8.3836  8.2474  0.0665  -0.1544  -0.074
Si  10.3386  0.6047  9.6676  0.1413  0.1632  -0.0787
Si  11.2188  5.7467  10.1801  -0.0413  0.0033  -0.0158
Si  10.399  7.9883  9.6305  -0.1834  -0.1057  -0.069
Si  2.6484  0.8035  9.5538  -0.0661  -0.019  0.0723
Si  2.9231  4.6966  9.3731  0.061  -0.1248  -0.4411
Si  2.6217  8.606  9.4117  0.016  -0.0388  -0.1788
Si  6.3421  12.4437  9.5876  -0.0366  0.1316  0.1275
Si  6.2867  4.6973  9.7315  -0.1529  -0.0149  -0.1894
Si  6.5186  8.4669  9.4863  -0.2326  0.017  0.0185
Si  11.7289  10.2194  11.533  -0.7191  0.0218  -0.1376
Si  9.87  0.7206  12.0011  0.2176  -0.1208  0.1577
Si  9.3453  4.6258  10.8949  0.4107  -0.1624  -0.1497
Si  2.4913  10.4148  10.9426  0.1802  -0.0012  -0.236
Si  3.2202  2.7699  10.7242  0.1577  0.0562  0.1461
Si  4.4923  7.5222  12.1739  0.0651  -0.6719  0.0592
Si  4.5152  9.895  12.1079  0.0527  0.5583  0.2277
Si  6.3996  10.4213  10.7689  -0.0495  -0.0442  -0.135
Si  7.6  5.0342  14.6539  -0.0043  0.2622  0.2231
Si  9.7897  8.6319  11.8843  0.3772  -0.154  -0.2929
Si  1.7136  3.4066  12.4571  0.3715  -0.0805  -0.3817
Si  10.3041  2.9794  12.4995  -0.1144  0.1551  0.121
Si  8.2598  10.5441  12.2453  -0.4467  0.0607  0.1607
Si  5.9329  2.8257  13.3144  -0.1073  0.0284  -0.6469
Si  2.9459  6.6653  10.6295  0.2116  0.0865  0.1793
Si  8.5699  6.5226  12.1527  -0.0265  0.144  0.1745
Si  5.6442  2.7258  10.9392  -0.0529  -0.0642  0.0445
Si  6.436  6.7014  11.0811  -0.0019  0.2197  -0.0793
Si  5.5058  9.696  16.6333  -0.105  -0.2836  0.3619
Si  11.2357  2.7878  24.4183  -0.0565  -0.2037  -0.2084
Si  12.2086  0.5665  19.625  0.0189  -0.1398  -0.1344
Si  10.237  1.8293  17.851  -0.0126  0.0063  0.0644
Si  6.1009  11.3678  14.2913  -0.0417  -0.1612  0.0964
Si  9.4125  -0.0835  19.8097  0.0194  -0.0214  -0.1006
Si  12.9345  7.4301  22.3316  0.1125  -0.0534  -0.2743
Si  6.2313  4.051  22.5837  0.03  0.013  -0.426
Si  6.1858  3.8447  19.7279  0.1726  -0.0099  -0.0454
Si  6.0184  6.9107  16.4475  -0.0077  0.1774  0.3235
Si  8.4169  9.132  23.6827  -0.4079  0.2568  -0.3081
Si  8.0794  6.2216  18.8204  -0.04  -0.0963  -0.0508
Si  3.5134  0.5178  19.5877  0.0233  -0.1967  -0.117
Si  6.2892  1.5643  23.7685  0.0795  0.175  -0.3228
Si  2.1406  2.2773  21.5386  -0.06  0.0226  -0.5319
Si  2.7427  7.5279  19.659  0.0943  0.096  -0.1148
Si  2.554  6.5809  14.4052  -0.0238  0.2271  0.0234
Si  5.2115  -2.0877  19.6753  -0.1327  -0.0871  -0.0296
Si  1.2945  5.7365  11.9421  -0.0171  0.2661  0.1584
Si  8.7136  7.1093  24.8623  0.2618  -0.1668  -0.2279
Si  10.0461  3.6542  15.635  0.1462  -0.0159  0.2223
Si  10.6963  4.6877  18.2063  0.009  0.0623  0.139
Si  3.1956  7.9925  16.8467  0.0762  0.0887  0.3078
Si  1.9246  4.5723  19.6226  0.0339  0.0843  -0.2172
Si  3.322  3.6487  14.8452  -0.0499  -0.238  0.2135
Si  3.8844  2.9072  17.8648  -0.0257  -0.0157  0.3322
Si  7.9224  8.8472  20.6379  -0.2509  0.0084  -0.1807
O  6.7626  10.0639  -1.0564  -0.0446  -0.0686  0.1221
O  9.0259  10.8652  -0.0295  -0.0269  -0.0451  0.0378
O  10.9336  3.9237  23.2331  -0.0503  -0.1747  0.0866
O  8.6204  2.3341  -0.1378  -0.0528  0.0744  0.0726
O  2.3626  4.1748  0.4195  0.2215  0.0048  -0.009
O  8.9194  8.5127  -1.243  0.005  -0.2994  -0.0427
O  3.9797  2.2523  1.1591  -0.1589  0.2108  0.0303
O  10.9868  -0.9461  10.0178  0.2062  -0.1794  0.527
O  11.2558  11.459  12.541  -0.1399  0.3422  -0.1006
O  3.9766  6.9433  13.6609  -0.0654  0.1708  -0.0723
O  8.3698  6.1781  13.7801  0.0693  -0.124  -0.1385
O  12.6791  8.6867  23.3356  -0.0698  0.1504  0.3027
O  1.4802  5.1917  -3.3288  -0.0342  -0.1124  0.251
O  2.5247  6.5179  23.0209  -0.0305  -0.1428  0.2015
O  6.5888  3.583  -1.1809  0.1228  -0.0343  0.106
O  2.2202  7.9443  18.1631  0.084  0.0061  -0.101
O  4.0268  1.3222  18.2601  -0.0256  0.0586  -0.0094
O  1.756  8.0122  20.8652  -0.1183  -0.0682  0.2472
O  2.0379  -0.1635  19.325  -0.011  0.1197  0.0463
O  2.1328  6.523  -1.0471  0.1962  0.1394  0.1583
O  8.5447  6.2848  -2.5696  0.0335  0.1026  0.3589
O  5.5128  4.4054  21.137  -0.0275  -0.012  0.1933
O  3.5837  5.3589  -4.8123  -0.0222  -0.0483  0.1306
O  5.1676  5.6537  -1.7662  -0.0002  0.175  -0.0829
O  1.9788  3.8566  21.0969  0.034  -0.1697  0.2374
O  5.9476  11.0676  15.9006  0.0756  0.2288  -0.3688
O  1.387  6.5948  -5.7278  0.0029  -0.0355  0.0843
O  7.4127  4.8594  19.4  -0.0475  0.0125  0.0146
O  2.7983  5.1511  15.1434  -0.0044  -0.0348  -0.0613
O  7.5036  10.7046  13.7547  0.1627  -0.0674  -0.154
O  5.9365  -1.9507  18.2129  0.0413  0.0488  -0.1748
O  3.7559  2.9514  16.2481  -0.0365  0.0712  -0.2365
O  8.5886  4.3919  15.7851  -0.1001  0.0131  -0.0902
O  4.7784  10.713  13.558  0.0781  -0.1509  -0.1049
O  4.6032  3.6147  13.8427  0.1954  0.0198  0.0967
O  2.8547  5.9067  19.7162  -0.0458  -0.1067  0.088
O  9.6195  5.893  18.3942  0.0232  -0.025  -0.0072
O  2.1213  2.9  13.9973  -0.1019  0.1686  -0.0065
O  4.4533  6.902  16.9923  0.0486  -0.0767  -0.1799
O  11.7615  1.3502  18.2469  -0.0661  0.0485  0.0187
O  2.2453  7.6665  15.5772  0.003  -0.0872  -0.2472
O  5.1587  3.7653  18.4571  -0.0789  -0.0705  -0.0167
O  1.2549  6.5965  13.4035  -0.0083  -0.0844  0.0292
O  2.5252  3.5394  18.5109  0.04  -0.0285  -0.0262
O  9.2227  0.6398  18.3377  0.0508  0.0417  -0.0031
O  9.9901  3.2604  18.6397  0.0446  -0.0855  -0.0851
O  10.4422  3.5898  14.0577  -0.0849  -0.0393  -0.4787
O  2.3314  7.6483  -3.5795  -0.0424  0.0895  0.1865
O  6.2252  8.4318  15.8527  -0.052  0.0311  -0.0826
O  3.87  9.4769  16.646  0.0563  -0.0239  -0.1376
O  0.2742  2.7308  12.0232  0.0188  -0.0393  0.0593
O  8.4333  8.6218  22.1462  0.1429  0.0289  0.0923
O  10.0282  2.1202  16.2503  -0.0027  0.1264  -0.0517
O  12.4064  1.5485  20.9143  0.0513  0.0714  0.2002
O  7.2049  3.8005  13.6621  -0.1517  -0.0832  -0.0316
O  6.1236  1.3863  14.0579  0.0199  -0.1091  0.0821
O  4.1922  -3.3508  19.8098  -0.0067  0.0042  -0.0049
O  8.1713  7.4438  19.8763  0.0431  0.0881  0.0685
O  0.9723  9.6051  -2.0894  0.3114  0.0199  0.606
O  3.4405  1.6024  20.8032  -0.0261  0.0961  0.2037
O  10.9975  -0.4554  20.0153  -0.0442  0.0841  0.0526
O  6.2957  5.7273  15.3631  0.0701  -0.1507  -0.1763
O  4.1134  3.0884  -2.0459  0.0823  -0.0798  0.0406
O  8.6221  10.1112  19.8789  0.029  -0.0014  0.0774
O  5.5635  0.3785  24.6221  0.1718  -0.0424  0.0384
O  4.5072  -0.6738  20.0174  -0.0346  0.0757  0.0064
O  1.5924  2.3833  -1.4633  0.0397  0.2  -0.0081
O  5.3592  2.8516  23.3286  -0.1354  -0.0562  0.1415
O  11.6224  6.4318  22.1621  -0.1507  -0.089  0.2834
O  6.3453  -2.3915  20.7747  0.1542  0.005  0.0576
O  6.2054  1.2437  0.0852  -0.3619  -0.2506  0.132
O  4.2248  10.4006  -1.8346  0.0019  -0.1089  -0.1124
O  7.122  6.7235  17.6164  -0.0538  0.0126  -0.1463
O  11.0723  4.5292  16.5975  -0.067  -0.0818  -0.1674
O  12.017  4.9843  19.1195  0.0027  -0.0891  -0.0067
O  10.589  3.2198  25.8569  -0.0814  -0.0235  0.0505

Results
free energy: -117605.247 eV
free energy less fixed offsets of O -569.03, Si -635.61 eV per atom: 7.403 eV
pressure: -0.33 GPa
stress xx, yy, zz, yz, xz, xy (GPa, positive in tension): 0, 0.6, 0.38, -0.2, 0.05, 0.11

The program warned: the cutoff lies below the one the program advises for these potential files.
